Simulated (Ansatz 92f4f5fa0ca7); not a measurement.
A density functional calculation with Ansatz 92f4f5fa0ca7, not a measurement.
Periodic cell of 254 atoms, Si144O106N4, from a study of silicon, its oxide and their interface. The atomic structure is a simulated model.
This geometry differs little from another in the collection (a relaxation step or a small displacement).

Settings: functional r2SCAN; potential files Ansatz PAW; basis plane waves; wave-function cutoff 800 eV; density cutoff ratio 5; exchange-correlation grid ratio 1; k mesh 1 x 1 x 1, shifted by 0.5 0.5 0 of a step; self-consistency stop 1e-10 eV per atom in the density residual; occupations fixed; spin none; net charge 0.

Cell vectors (angstrom)
a	10.887	0	0
b	0	10.887	0
c	0	0	35.5828

Atoms and the computed forces on them: element, x, y, z (angstrom), force x, y, z (eV/angstrom)
Si	-0.2402	0.1257	0.3178	0.0169	-0.0041	-0.0639
Si	2.393	2.5834	0.2375	0.0022	-0.0184	-0.0723
Si	0.5007	5.0746	-0.0079	-0.0009	0.0165	-0.0938
Si	2.9796	7.9194	0.172	0.0082	-0.0054	-0.0946
Si	5.7597	-0.2438	0.06	0.0012	0.0064	-0.0924
Si	8.5328	2.3988	-0.0489	-0.015	0.0152	-0.1009
Si	5.1	5.5143	0.107	-0.0121	0.0061	-0.0997
Si	7.7322	8.1288	-0.0237	-0.0119	-0.013	-0.0988
Si	1.1904	1.3031	1.7255	0.0004	-0.0008	0.0053
Si	4.0458	3.8457	1.3519	-0.0006	0.0008	0.0042
Si	1.4029	6.7167	1.3982	0.0009	-0.0022	-0.0001
Si	4.0762	9.599	1.3667	0.0017	-0.005	0.0048
Si	6.9078	1.3334	1.3225	-0.0003	-0.0001	0.0044
Si	9.6133	4.0546	1.2443	0.0018	-0.0018	0.008
Si	6.731	6.6277	1.4219	-0.0041	0.0013	0.0058
Si	9.4315	9.294	1.2694	-0.0032	0.0014	0.0022
Si	-0.0955	2.7897	2.8888	-0.0034	0.0016	0.0008
Si	2.7259	-0.0378	2.8233	-0.0015	-0.0022	-0.0002
Si	-0.0238	8.0677	2.6892	0.002	0.0007	-0.0004
Si	2.7599	5.3345	2.7452	0.0008	-0.0013	0.003
Si	5.4992	2.6302	2.7092	0.0015	-0.0028	-0.001
Si	8.1845	-0.1075	2.6966	0	-0.0004	0.0009
Si	5.4125	8.1323	2.7301	-0.0009	-0.0006	-0.0004
Si	8.2248	5.3615	2.6779	0.0008	-0.0023	-0.0006
Si	1.3615	4.0942	4.1596	0.0011	-0.0005	0.0021
Si	4.1125	1.3354	4.1218	0.0005	0.0011	-0.0002
Si	1.3387	9.4455	4.0802	-0.0015	-0.0003	0.0014
Si	4.0807	6.7514	4.0852	-0.0002	-0.0002	0.0012
Si	6.8351	4.0299	4.0541	0.0001	0.001	0.0008
Si	9.4737	1.3005	4.1134	0.0007	-0.0019	0.0002
Si	6.794	9.4862	4.0792	0.0001	0.0003	0.0012
Si	9.5278	6.7465	4.0881	-0.001	-0.0007	0.0018
Si	0.0059	-0.0274	5.4378	0.0008	0	0.0008
Si	2.7374	2.7178	5.4675	-0.0004	-0.0008	0.0006
Si	0.0068	5.4428	5.4975	-0.0009	-0.0007	0.002
Si	2.7019	8.1022	5.44	-0.0009	0.0005	0.0006
Si	5.455	-0.0379	5.4612	-0.0007	0.0004	0.0003
Si	8.1291	2.6634	5.461	-0.0003	0.0003	0.0001
Si	5.4778	5.4208	5.4237	0.0008	-0.0012	0.0016
Si	8.1708	8.1447	5.4335	0.0008	-0.0006	0.0009
Si	1.3579	1.3507	6.7972	-0.0007	-0.0007	0.001
Si	4.0898	4.1013	6.8117	-0.0013	-0.0007	0.0007
Si	1.3532	6.815	6.8501	-0.0007	-0.0013	0.0008
Si	4.0725	9.4852	6.7759	-0.0006	-0.0002	0.0001
Si	6.7749	1.3454	6.8347	0.0001	-0.001	0.0002
Si	9.5167	4.0406	6.7874	0	-0.0002	0.0007
Si	6.8075	6.7991	6.7967	-0.001	-0.0004	0.0003
Si	9.5182	9.5228	6.806	-0.0011	0	0.0009
Si	-0.0093	2.7144	8.1706	-0.0001	0.0005	0.0014
Si	2.73	-0.0169	8.1116	0.0001	0	0.0006
Si	-0.0099	8.184	8.183	0.0007	0.001	0.0009
Si	2.7496	5.4886	8.1909	0.0011	0.0005	0.0017
Si	5.4302	2.7324	8.1692	0.0003	0.001	0.0007
Si	8.1578	0.0064	8.1759	0.0006	0.0005	0.0009
Si	5.4454	8.172	8.1657	0.0002	0.0002	0.0011
Si	8.1787	5.4333	8.1209	-0.0004	-0.0007	0.0001
Si	1.3413	4.1367	9.4887	-0.0004	-0.0011	0.0008
Si	4.0668	1.3393	9.4782	-0.0011	-0.0003	-0.0002
Si	1.372	9.5661	9.4959	-0.0005	-0.0001	0.0006
Si	4.1088	6.8597	9.5862	-0.0012	-0.0011	0.0009
Si	6.8044	4.124	9.4856	-0.0011	-0.0008	0.0004
Si	9.4966	1.3724	9.5529	0.0001	-0.0001	0.0006
Si	6.7909	9.5483	9.5373	-0.0002	-0.0002	0.0005
Si	9.5016	6.799	9.5008	-0.0007	0.0001	0.0014
Si	0.0142	0.0066	10.8667	0.0012	0.0001	0.0011
Si	2.7198	2.7531	10.7564	0.0007	-0.0011	0.0009
Si	-0.0166	5.4908	10.8876	-0.0004	0.0005	0.0016
Si	2.7217	8.2704	10.9089	-0.0006	0.0014	0.0002
Si	5.4241	0.0336	10.8999	0.0002	0.0005	-0.0001
Si	8.1145	2.7841	10.8769	-0.0016	0.0005	-0.0003
Si	5.5373	5.5015	10.9047	0.0011	-0.0022	-0.0002
Si	8.1503	8.1588	10.8624	-0.0001	0.0005	0.0004
Si	1.3228	1.4976	12.1292	0.0013	0.001	-0.0024
Si	4.1299	4.0662	12.0785	-0.0006	0.0002	0.0017
Si	1.3423	6.9006	12.22	-0.0001	-0.0005	-0.0023
Si	4.057	9.6323	12.3265	0.0008	0.0013	-0.0024
Si	6.7436	1.446	12.2457	0.0001	0.0003	-0.003
Si	9.4546	4.1596	12.2386	0.0019	0	-0.002
Si	6.871	6.8731	12.3641	0.0006	-0.0001	0.0005
Si	9.5841	9.4373	12.1867	-0.0014	0.0038	-0.0004
Si	-0.069	2.8018	13.5361	-0.003	0.0026	0.0016
Si	2.6911	0.2843	13.5488	-0.0001	0.0017	0
Si	0.0203	8.1577	13.7481	0.0023	0.0015	0.0047
Si	2.7531	5.43	13.3262	0.0014	0.003	0.0025
Si	5.3713	2.831	13.6546	0.0027	0.0022	0.0029
Si	8.22	0.007	13.355	0.0002	0.0007	0.0004
Si	5.3707	8.1877	13.6967	-0.0001	0.0019	0.0059
Si	8.3295	5.5436	13.7912	-0.0004	0.0007	0.0034
Si	1.3627	4.2071	14.7359	0.0063	-0.0095	-0.0392
Si	3.57	1.9741	15.0162	-0.0062	0.0119	-0.0696
Si	1.1467	9.9597	14.7461	-0.018	0.0109	-0.0717
Si	4.1859	6.4578	14.8487	0.0201	0.0007	-0.0635
Si	6.5863	4.4372	14.8997	-0.0146	0.0122	-0.0671
Si	9.7049	1.1369	14.7656	0.0165	-0.0049	-0.0684
Si	6.8225	9.6953	14.7374	-0.0079	-0.0039	-0.0733
Si	10.0419	6.5164	15.3706	0.0044	-0.0097	-0.0768
Si	0.5747	4.2791	24.3308	0.0104	0.0049	-0.1786
Si	12.0703	-4.8811	21.8427	-0.0002	0.0129	-0.183
Si	-5.43	0.5864	16.7559	-0.023	0.0317	-0.1507
Si	-13.3864	19.3522	17.2664	0.0054	-0.0488	-0.1701
Si	13.852	5.2935	19.6107	-0.0076	0.0241	-0.2259
Si	-4.7809	20.4127	18.9808	0.0005	-0.0215	-0.1847
Si	23.6091	19.8626	17.4923	-0.0116	-0.0222	-0.1696
Si	-0.4274	-11.5251	18.9175	-0.0067	-0.0181	-0.1943
Si	1.3144	23.439	31.398	-0.0177	0.0183	-0.1696
Si	5.4078	-3.0865	25.3617	0.0227	-0.011	-0.2011
Si	10.8849	11.4221	23.1438	0.0167	-0.0286	-0.1832
Si	1.3512	8.4411	28.1032	-0.0033	-0.0122	-0.2383
Si	8.2559	18.3116	23.9917	0.0119	-0.0029	-0.1636
Si	-7.3328	19.2067	19.7878	0.0284	0.0183	-0.1772
Si	-2.9119	-4.1483	32.6186	0.0069	-0.0069	-0.1707
Si	-4.1374	11.8793	20.9494	0.0186	-0.0161	-0.2054
Si	-3.0886	9.3615	31.0916	0.0044	0.0319	-0.1876
Si	7.8453	-8.3631	16.9772	-0.0177	0.0039	-0.1787
Si	24.7985	6.8608	23.9641	-0.0293	-0.0352	-0.1722
Si	-0.5857	3.4069	21.9706	-0.0067	-0.0168	-0.1992
Si	7.5643	-10.3569	25.9595	0.0188	0.0063	-0.2172
Si	-2.9162	-0.6487	23.2072	-0.0098	0.0417	-0.2002
Si	16.5081	4.6909	32.6348	-0.0125	-0.0291	-0.1874
Si	-0.0244	-1.0209	30.3276	0.0056	-0.0184	-0.1656
Si	12.7277	6.1475	16.914	-0.0241	0.0098	-0.1831
Si	27.4526	21.4399	32.6972	0.0284	-0.0015	-0.1799
Si	12.3904	-3.5183	30.8711	-0.0202	0.0071	-0.1701
Si	-5.3653	-4.3506	27.9308	0.0183	0.0361	-0.193
Si	7.4818	26.2693	22.9176	0.0062	-0.0194	-0.1837
Si	17.451	-0.07	28.7427	-0.0043	0.0062	-0.222
Si	3.4808	3.8928	24.2494	-0.0071	-0.0035	-0.1812
Si	0.3431	7.1372	25.3712	-0.0071	-0.0429	-0.2129
Si	-0.2238	-5.3083	32.613	0.0101	-0.0014	-0.1836
Si	15.2851	9.2323	27.7086	0.0155	-0.0194	-0.1683
Si	-2.5491	3.7029	32.6554	0.0061	-0.0108	-0.1846
Si	-2.9371	2.5638	29.8449	0.0078	0.0036	-0.2142
Si	10.3898	-8.9519	25.635	0.0187	-0.0206	-0.2236
Si	11.7703	9.001	21.4016	0.0124	0.0109	-0.2024
Si	-6.5771	-6.3198	30.0062	0.002	0.027	-0.1964
Si	-0.6865	3.4381	28.1122	-0.0001	-0.0329	-0.2148
Si	-9.1177	0.4755	33.8128	-0.0053	0.005	-0.1711
Si	9.2553	-8.656	19.6067	-0.0222	-0.0199	-0.218
Si	3.2337	8.8738	32.817	0.0071	-0.0174	-0.1711
Si	12.0592	-6.4052	30.2162	-0.0116	-0.0134	-0.176
Si	4.9588	3.573	21.4195	-0.0131	-0.0213	-0.1979
Si	15.3988	2.153	31.4513	-0.0077	0.0174	-0.1473
Si	6.0831	-7.7399	25.4971	-0.0254	0.0013	-0.2143
Si	18.437	-6.2362	27.8527	-0.0175	-0.0009	-0.1974
O	2.5589	-0.5277	32.8119	-0.0071	0.0079	0.0672
O	13.3285	14.008	15.4233	0.0037	-0.004	0.0331
O	5.2243	-5.6683	34.0918	-0.0194	0.0236	0.1563
O	-5.9122	-0.291	28.3888	0.016	0.0211	0.0768
O	4.7833	3.0088	30.086	-0.0043	-0.0289	0.082
O	-8.1974	8.2205	34.1813	-0.0041	-0.0195	0.135
O	0.7549	3.0586	30.8487	0.0081	-0.035	0.0774
O	4.1316	6.7963	35.6707	0.0004	-0.0014	0.0412
O	6.2956	4.4644	21.7718	0.0428	0.0178	0.0917
O	5.1946	3.1025	32.6054	0.0166	0.0203	0.0743
O	11.7016	-0.417	34.76	-0.0374	-0.0056	0.0849
O	5.4614	0.362	34.1421	-0.0015	0.005	0.129
O	9.4139	2.437	29.1353	-0.0337	-0.0165	0.0981
O	7.8432	18.2526	34.113	-0.0045	0.0426	0.1424
O	4.8256	20.0467	32.6779	-0.0103	-0.0002	0.0561
O	-2.2716	2.9571	18.3139	0.0453	-0.0088	0.1414
O	2.0822	-1.4726	15.9683	0.016	-0.0187	0.1087
O	8.1707	-2.2373	22.9104	-0.0011	-0.0295	0.076
O	7.2681	3.8429	16.2579	0.0239	-0.0368	0.0828
O	3.6917	6.7212	19.7873	0.0004	-0.0154	0.067
O	-8.4288	5.1421	18.0505	0.0427	-0.0254	0.1525
O	11.1804	0.8115	24.7364	-0.0082	0.0316	0.1247
O	11.8775	-0.7241	18.1647	-0.0279	0.024	0.08
O	6.7652	21.6518	19.7681	0.0143	0.064	0.114
O	5.3255	-0.67	17.7355	0.0155	-0.0397	0.1022
O	10.8406	0.0744	15.3074	0.0009	-0.004	0.0394
O	-14.4135	3.9815	29.3157	-0.0015	-0.0395	0.1164
O	-6.4022	14.0998	25.2945	0.0415	-0.0135	0.0837
O	9.4174	9.4916	17.9486	0.0423	0.0467	0.0902
O	7.7401	9.0825	15.9263	0.0276	-0.0183	0.0962
O	19.9655	-6.5057	27.3783	0.0029	-0.0074	0.0801
O	11.0036	12.8537	22.3677	0.007	-0.0205	0.0811
O	2.4035	-1.9999	20.793	-0.0541	0.0071	0.0963
O	17.7418	11.0173	22.3221	0.0329	-0.0462	0.1267
O	-3.7266	-2.4774	18.3716	-0.0374	0.0196	0.0835
O	0.4258	-3.4166	21.8024	-0.0062	-0.0343	0.0704
O	-0.8366	0.8986	19.14	-0.0042	0.0291	0.072
O	13.6556	-12.6276	27.6757	-0.0229	-0.0042	0.0706
O	5.8807	0.0218	15.3015	-0.0139	0.0198	0.0696
O	10.2205	3.3066	20.3431	0.0275	0.0336	0.1261
N	-10.5426	4.7291	22.6625	-0.0005	-0.0123	0.1201
O	5.496	12.9417	21.0306	-0.0129	0.0328	0.0651
N	11.5078	16.3468	15.8277	0.0229	0.0144	0.0793
O	9.3537	10.9926	22.9352	-0.0078	-0.0039	0.0706
O	-1.9917	1.7362	16.0378	-0.0332	0.0241	0.0924
O	-0.6258	3.2595	24.6967	-0.0165	-0.034	0.0986
O	-5.8343	8.8761	20.0249	-0.019	-0.0105	0.0676
O	2.6425	-4.4789	22.4587	0.0379	0.0198	0.1191
O	6.5954	12.4566	17.3359	0.009	-0.0027	0.0616
O	5.0212	7.9558	28.5233	-0.0007	-0.0061	0.0755
O	22.2569	-5.3683	25.3581	-0.0054	0.037	0.0852
O	5.0148	20.0326	26.1907	-0.0276	0.0304	0.12
O	8.0888	1.8281	20.64	-0.0284	-0.0061	0.0885
O	3.9956	14.4532	22.7346	-0.0375	0.0123	0.1412
O	22.668	10.177	22.5525	-0.0173	0.051	0.0958
O	14.087	30.5833	18.2927	0.0306	-0.011	0.1089
O	-6.8066	1.3938	16.4713	0.0259	-0.0252	0.078
O	-5.702	-10.1897	31.5431	0.0035	-0.0269	0.078
O	-10.565	5.7998	34.1144	0.0158	-0.0109	0.1459
O	5.4227	5.5028	15.3704	0.0013	0.0006	0.0252
O	-1.6813	7.1349	16.6979	-0.0328	0.0463	0.0859
O	-3.6609	-0.6566	32.3392	-0.0332	0.0135	0.0875
O	7.3838	-11.1283	27.3527	-0.0306	-0.0231	0.1539
O	3.1682	-4.2012	16.1085	-0.0377	0.0006	0.0865
O	-1.2701	1.2078	35.2058	0.0024	-0.007	0.0422
O	4.3773	7.7454	24.0891	0.0414	0.0156	0.0894
O	0.3037	-1.3919	28.7657	-0.0278	0.0272	0.118
O	1.7074	-14.4425	29.2474	0.0004	-0.0342	0.1439
O	15.9816	6.5622	26.3638	0.0044	-0.0263	0.1271
O	0.7455	11.2824	30.5513	0.0212	0.0344	0.0735
O	-4.5056	1.5785	25.6771	0.0086	-0.0151	0.0711
O	-15.0441	-12.3964	35.278	0.0056	-0.0043	0.0547
O	1.5473	-5.5163	20.4004	-0.0428	0.0121	0.1277
O	8.0026	16.892	23.2418	0.005	0.0382	0.0684
O	12.8353	14.2936	24.4577	-0.0004	-0.0042	0.0591
O	22.9048	18.3785	17.5268	0.0068	0.0236	0.0691
O	29.8196	13.5219	31.455	0.008	0.0343	0.1479
O	24.6944	1.8851	31.474	-0.0013	-0.0123	0.0567
O	6.9721	-3.2292	24.9683	-0.0592	0.0058	0.0854
O	6.8424	3.7898	24.2213	-0.0332	-0.0344	0.1351
O	9.7387	18.374	24.743	0.0393	0.0005	0.0729
O	-6.0921	-5.5619	31.3723	0.0355	0.0024	0.122
O	12.3739	-7.0761	35.2014	0.0034	-0.0063	0.043
O	1.6825	-3.2761	24.5315	-0.0329	0.0136	0.0885
O	11.0024	2.4941	27.0372	-0.0043	0.0471	0.149
O	19.6545	3.6423	22.456	-0.0316	0.0233	0.0736
O	14.2823	5.4553	24.6484	0.0103	0.0064	0.0648
O	7.5846	10.3454	24.7637	-0.0172	0.0292	0.1436
O	-6.0611	5.3187	28.6953	-0.0383	-0.0585	0.1193
O	7.1284	17.1044	27.9734	-0.0007	-0.0031	0.0677
O	20.7799	4.1485	32.5778	-0.0069	0.0056	0.0578
O	-6.8583	4.1788	20.1882	0.0409	-0.0331	0.1001
O	0.5704	-14.0084	26.8423	0.0367	0.0518	0.1696
O	19.8254	23.1389	25.9825	-0.0194	0.0006	0.0757
O	0.5196	-2.2712	31.2099	0.011	-0.0153	0.0729
O	8.0306	2.9756	34.0768	0.0082	-0.0413	0.1431
N	-3.5709	15.9933	32.4843	-0.0014	0.0107	0.0676
O	-1.3337	-4.1947	32.3361	-0.0153	-0.0056	0.059
O	2.7188	-17.215	29.8437	-0.0072	-0.0048	0.0641
O	18.3982	-13.9683	31.4799	0.0014	-0.0461	0.084
O	6.9891	12.2425	29.3723	0.0077	0.0275	0.0809
O	-12.4799	-0.9851	30.7279	-0.0195	-0.008	0.0616
O	0.3019	-6.4002	28.8421	0.0495	0.0295	0.1195
O	-3.9374	-1.2534	29.7511	0.0357	-0.0417	0.129
O	17.4398	-6.9473	26.8051	0.0464	0.0481	0.1366
N	11.7875	16.6781	31.3205	-0.0264	0.005	0.1056
O	0.8138	1.419	32.9092	0.0078	-0.0259	0.1124
O	2.762	1.4869	34.6289	0.009	0.0377	0.0903
O	-0.2331	-1.4125	20.3203	0.0325	-0.0294	0.1322
O	13.7515	7.8398	31.6209	0.0379	0.0339	0.098

Results
free energy: -154111.675 eV
free energy less fixed offsets of N -386.36, O -570.45, Si -639.56 eV per atom: -1.895 eV

The program warned: the cutoff lies below the one the program advises for these potential files; the forces do not sum to zero within the program's tolerance; empty levels may hold ghost states of the PAW files; the exchange-correlation potential is rough where the density is thin.
